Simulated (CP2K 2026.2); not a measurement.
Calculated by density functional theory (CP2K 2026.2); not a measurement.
Periodic cell of 534 atoms, Si358O176, from a study of silicon, its oxide and their interface. The atomic structure is a simulated model.
Doubt: the forces sum to 3.10 eV/angstrom along one axis rather than to zero, so they err by at least 0.0058 eV/angstrom per atom on average; the grid cutoff is modest.

Settings
functional: PBE
method: Gaussian and plane waves
basis set: DZVP-MOLOPT-SR-GTH
pseudopotentials: GTH-PBE
grid cutoff: 350 Ry, relative cutoff 50 Ry
k points: Gamma only
occupations: fixed
spin: none
net charge: 0

Cell vectors (angstrom)
a 16.4025 0 0
b 0 16.4025 0
c 0 0 35.7035

Atoms and the computed forces on them: element, x, y, z (angstrom), force x, y, z (eV/angstrom)
Si 0.365 0.317 0.181 -0.464 -0.234 0.326
Si 2.619 2.974 0.341 0.11 0.255 -0.114
Si 0.242 5.277 0.214 0.033 -0.236 -0.036
Si 2.683 8.416 35.48 -0.109 -0.009 0.206
Si 0.26 10.471 35.58 -0.026 0.035 0.46
Si 2.667 13.431 35.572 -0.064 -0.014 0.401
Si 4.779 0.555 0.051 0.035 -0.008 0.003
Si 7.801 2.938 0.212 -0.002 -0.179 0.021
Si 5.714 5.296 0.087 0.012 -0.02 0.057
Si 8.307 8.409 0.179 -0.051 -0.269 0.04
Si 6.103 10.692 35.645 -0.007 -0.023 0.501
Si 8.573 13.541 0.153 -0.237 0.265 0.054
Si 11.152 15.895 35.69 -0.09 0.264 0.179
Si 13.578 2.724 0.389 -0.006 -0.048 0.259
Si 11.292 4.891 35.658 -0.205 0.074 -0.001
Si 14.244 7.547 35.588 -0.071 0.135 0.403
Si 10.527 11.055 0.032 0.154 0.024 0.09
Si 13.526 13.757 35.673 -0.091 0.121 -0.056
Si 1.429 1.57 1.768 -0.129 -0.125 -0.077
Si 4.143 4.252 1.537 0.181 0.007 -0.216
Si 1.546 6.847 1.336 0.226 0.365 -0.202
Si 4.256 9.598 1.175 0.104 0.017 -0.337
Si 1.303 12.168 1.283 0.005 -0.198 -0.257
Si 3.881 15.09 1.265 0.058 -0.105 -0.162
Si 6.648 1.336 1.428 -0.245 0.126 -0.147
Si 9.569 4.02 1.379 -0.121 0.017 -0.22
Si 6.986 6.804 1.374 0.075 0.183 -0.345
Si 9.639 9.581 1.643 -0.016 0.173 -0.35
Si 6.931 12.344 1.401 0.118 -0.096 -0.24
Si 9.635 15.033 1.573 0.012 0.009 -0.26
Si 12.215 1.179 1.454 0.056 -0.149 -0.389
Si 15.219 4.002 1.563 -0.375 -0.251 -0.218
Si 12.391 6.722 1.19 -0.018 -0.191 -0.201
Si 15.153 9.306 1.292 0.158 -0.073 -0.266
Si 12.378 12.156 1.299 -0.141 -0.046 -0.263
Si 15.157 15.066 1.209 0.065 0.228 -0.238
Si 0.023 2.78 3.086 0.023 0.115 0.024
Si 2.717 16.376 2.87 0.007 -0.154 0.133
Si 0.122 8.123 2.767 -0.02 -0.004 0.012
Si 2.813 5.594 2.865 -0.056 -0.078 0.026
Si 16.397 13.623 2.647 0.086 0.058 0.011
Si 2.825 10.925 2.635 0.069 -0.07 -0.046
Si 5.451 2.764 2.859 0 0.047 0.075
Si 8.146 0.015 2.767 0.003 0.065 -0.057
Si 5.538 8.201 2.68 -0.03 0.099 -0.095
Si 8.322 5.477 2.78 0.056 -0.09 0.032
Si 5.441 13.749 2.639 -0.113 0.046 -0.187
Si 8.246 10.991 2.879 -0.067 0.217 0.173
Si 10.875 2.618 2.771 0.052 0.045 0.175
Si 13.747 16.322 2.742 -0.007 -0.052 -0.037
Si 11.11 8.145 2.717 0.162 -0.167 -0.082
Si 13.711 5.429 2.735 -0.117 -0.095 0.184
Si 11.052 13.593 2.799 -0.089 -0.248 0.079
Si 13.769 10.789 2.634 0.096 0.033 -0.129
Si 1.445 4.203 4.255 0.047 0.026 0.06
Si 4.103 1.363 4.214 0.109 0.004 -0.085
Si 1.467 9.572 4.086 -0.01 -0.046 -0.091
Si 4.198 6.93 4.187 0.013 -0.055 -0.049
Si 1.325 14.962 4.137 0.014 0.133 -0.062
Si 4.137 12.326 4.046 -0.09 0.008 -0.04
Si 6.899 4.133 4.16 -0.053 -0.076 -0.077
Si 9.512 1.334 4.174 0.004 0.121 0.012
Si 6.848 9.57 4.141 0.012 0.06 -0.116
Si 9.682 6.851 4.123 -0.043 -0.059 0.015
Si 6.815 15.025 4.105 -0.005 -0.039 0.007
Si 9.642 12.317 4.225 0.072 -0.026 -0.203
Si 12.303 4.037 4.113 0.114 0.089 -0.244
Si 15.01 1.314 4.217 -0.024 -0.05 0.017
Si 12.412 9.529 4.101 -0.015 -0.016 0.044
Si 15.086 6.804 4.15 -0.03 -0.008 -0.205
Si 12.394 14.983 4.161 0.032 -0.064 -0.115
Si 15.059 12.242 4.034 0.025 -0.031 0.023
Si 0.006 0.034 10.973 -0.03 0.019 0.001
Si 2.75 2.767 10.972 -0.033 0.011 0.011
Si 0.032 5.49 10.965 -0.011 -0.003 -0.008
Si 2.77 8.238 10.975 -0.005 -0.011 -0.004
Si 0.011 10.986 10.998 -0.021 0.008 -0.005
Si 2.749 13.728 10.996 -0.029 0.013 0.003
Si 5.477 0.028 10.987 -0.002 0.002 0.002
Si 8.204 2.741 11.009 -0.001 0.028 0.016
Si 5.489 5.494 10.979 -0.007 0.017 0.001
Si 8.208 8.23 10.97 -0.003 0.027 -0.002
Si 5.486 10.974 10.965 -0.006 -0.01 -0.005
Si 8.205 13.692 10.967 0.009 -0.009 0.005
Si 10.932 0.003 10.983 0.008 0.003 0.005
Si 13.679 2.733 10.973 0 -0.001 0
Si 10.939 5.464 10.995 0.002 0.01 -0.004
Si 13.677 8.226 10.986 -0.013 -0.005 -0.012
Si 10.928 10.964 10.961 0.002 0.02 0.004
Si 13.662 13.702 10.974 -0.008 0.016 0.004
Si 1.372 1.414 12.339 0.003 -0.014 -0.001
Si 4.121 4.128 12.348 -0.009 0.017 -0.005
Si 1.407 6.858 12.327 -0.002 0.028 -0.014
Si 4.126 9.616 12.337 0.017 0.007 -0.015
Si 1.357 12.389 12.356 0.029 -0.033 0.003
Si 4.106 15.099 12.378 0.021 0.022 0.023
Si 6.825 1.384 12.382 0.006 -0.001 0.019
Si 9.575 4.097 12.379 0.003 0.016 0.019
Si 6.845 6.867 12.345 -0.004 -0.027 -0.024
Si 9.543 9.62 12.334 -0.008 -0.076 -0.011
Si 6.824 12.352 12.341 0.001 -0.024 -0.01
Si 9.544 15.061 12.356 -0.005 -0.011 0.005
Si 12.3 1.373 12.343 0.018 0.029 0.006
Si 15.063 4.11 12.312 0.01 0.029 -0.017
Si 12.302 6.848 12.34 0.017 0.005 0.005
Si 15.026 9.625 12.345 0.024 -0.007 0.004
Si 12.263 12.358 12.33 0.015 -0.054 -0.022
Si 15.016 15.094 12.334 -0.003 -0.046 -0.005
Si 0.023 2.783 13.717 -0.055 0.037 -0.004
Si 2.734 0.085 13.738 -0.045 0.02 -0.03
Si 0.024 8.24 13.651 -0.014 -0.053 -0.009
Si 2.778 5.51 13.721 0.007 -0.042 0.044
Si 16.383 13.774 13.72 -0.062 0.051 0.016
Si 2.761 11.021 13.665 -0.051 -0.042 -0.025
Si 5.448 2.754 13.747 0.004 0.044 -0.006
Si 8.182 0.005 13.755 0.006 0.015 -0.011
Si 5.488 8.247 13.711 -0.017 0.011 0.059
Si 8.19 5.482 13.713 -0.01 0.056 -0.004
Si 5.484 13.728 13.73 0 -0.061 -0.019
Si 8.165 10.985 13.717 0.002 0.055 0.025
Si 10.929 2.695 13.742 0.052 -0.018 0.012
Si 13.658 0.035 13.733 0.014 0.006 0.002
Si 10.91 8.237 13.666 -0.009 0.054 -0.015
Si 13.678 5.449 13.666 0.022 -0.027 -0.013
Si 10.892 13.7 13.734 0.036 0.009 0.025
Si 13.639 11.02 13.688 -0.034 0.037 -0.002
Si 1.416 4.14 15.089 0.023 0.012 0.054
Si 4.061 1.443 15.165 0.038 -0.058 0.085
Si 1.38 9.651 14.975 0.049 0.113 -0.029
Si 4.147 6.884 15.102 0.011 0.025 0.005
Si 1.336 15.163 15.097 0.036 -0.026 0.014
Si 4.088 12.386 15.069 0.018 0.036 0.038
Si 6.837 4.108 15.094 0.001 -0.033 0.036
Si 9.566 1.322 15.145 -0.064 0.027 0.037
Si 6.805 9.634 15.11 -0.02 -0.078 0.022
Si 9.554 6.876 15.043 0.027 -0.068 -0.019
Si 6.812 15.072 15.158 0.005 0.069 0.07
Si 9.483 12.365 15.111 -0.046 -0.087 0.064
Si 12.339 4.063 15.055 0.024 0.087 -0.025
Si 15.043 1.424 15.075 -0.012 0.007 0.014
Si 12.236 9.652 15.005 -0.02 -0.108 -0.005
Si 15.058 6.84 14.971 0.043 0.067 -0.023
Si 12.256 15.081 15.095 -0.013 -0.018 0.024
Si 14.963 12.438 15.059 -0.013 -0.106 -0.017
Si 0.042 0.184 16.505 -0.103 -0.016 0.04
Si 2.74 2.844 16.599 -0.119 0.134 0.02
Si 0.038 5.542 16.382 -0.038 -0.035 0.026
Si 2.75 8.338 16.365 0.018 -0.097 0.033
Si 16.388 11.037 16.272 0.082 -0.056 0.077
Si 2.709 13.777 16.406 -0.047 -0.019 0.087
Si 5.393 0.02 16.514 0.026 0.08 0.092
Si 8.178 2.706 16.463 0.033 -0.022 0.084
Si 5.532 5.503 16.488 -0.04 0.025 -0.028
Si 8.226 8.266 16.436 -0.091 0.068 -0.037
Si 5.398 11.013 16.473 -0.002 -0.02 -0.011
Si 8.148 13.713 16.586 0.025 -0.068 0.026
Si 10.877 16.321 16.574 0.127 0.017 0.01
Si 13.667 2.71 16.492 0.07 -0.069 0.072
Si 10.929 5.442 16.32 -0.039 0.039 0.063
Si 13.643 8.228 16.216 -0.05 -0.003 0.077
Si 10.858 10.979 16.428 -0.046 0.124 0.029
Si 13.619 13.795 16.505 -0.052 0.091 0.105
Si 1.327 1.544 18.045 0.016 0.024 0.133
Si 4.121 4.285 17.941 0.049 -0.048 0.085
Si 1.35 7.029 17.69 -0.116 0.069 -0.05
Si 4.036 9.655 17.848 -0.106 0.161 0.145
Si 1.289 12.412 17.68 0.051 -0.09 -0.142
Si 3.955 15.116 17.916 -0.008 -0.019 0.049
Si 6.79 1.357 17.878 -0.061 0.008 -0.077
Si 9.634 4.062 17.741 -0.018 0.009 -0.207
Si 6.962 6.852 17.814 0.064 -0.085 0.033
Si 9.503 9.649 17.858 0.016 -0.052 0.179
Si 6.666 12.385 17.91 -0.059 0.062 0.017
Si 9.555 14.944 18.085 -0.033 -0.049 0.032
Si 12.28 1.291 17.893 0.091 -0.044 -0.074
Si 15.132 4.12 17.742 0.041 0.017 -0.149
Si 12.298 6.862 17.579 0.099 0.247 -0.209
Si 14.989 9.632 17.506 -0.041 -0.16 -0.326
Si 12.136 12.407 17.8 -0.122 -0.037 -0.055
Si 15.025 15.266 17.825 -0.084 0.065 -0.131
Si 16.39 3.04 19.442 0.079 0.061 0.193
Si 2.674 0.125 19.426 0.096 -0.035 0.222
Si 16.238 8.316 18.957 -0.054 0.037 0.24
Si 2.76 5.913 19.151 0.066 0.081 0.295
Si 0.013 13.859 19.02 0.135 0.074 0.321
Si 2.431 11.012 19.173 0.033 0.12 0.221
Si 5.498 2.819 19.273 -0.011 0.025 0.204
Si 8.037 16.288 19.323 -0.074 0.065 0.329
Si 5.559 8.257 19.067 -0.107 0.219 0.289
Si 8.463 5.513 19.144 0.1 -0.043 0.279
Si 5.145 13.607 19.318 -0.085 0.076 0.358
Si 8.045 11.043 19.243 0.175 -0.239 0.201
Si 10.862 2.634 19.181 -0.115 0.013 0.238
Si 13.703 0.092 19.386 -0.011 0.046 0.094
Si 11.054 8.236 19.024 0.087 -0.139 0.043
Si 13.629 5.434 18.868 -0.032 0.041 0.249
Si 10.883 13.478 19.583 0.22 -0.039 0.334
Si 13.678 11.032 18.797 -0.018 -0.056 0.174
Si 1.575 4.605 20.632 -0.022 -0.12 -0.281
Si 4.421 1.218 20.729 0.042 -0.052 -0.27
Si 0.534 10.114 20.35 -0.076 -0.083 0.119
Si 4.031 7.452 20.602 0.24 -0.166 -0.419
Si 1.361 14.936 20.68 -0.023 -0.002 -0.214
Si 3.377 12.533 20.719 0.048 -0.1 -0.518
Si 7.235 3.997 20.42 -0.03 -0.023 0.12
Si 9.171 1.563 20.554 0.039 0.007 -0.028
Si 6.787 9.568 20.568 -0.002 -0.067 -0.219
Si 10.322 6.457 20.43 0.031 -0.023 -0.097
Si 6.348 15.083 20.687 -0.027 0 -0.449
Si 9.354 11.81 21.051 -0.157 0.16 -0.674
Si 12.354 4.07 20.281 -0.035 0.006 0.154
Si 14.671 1.94 20.764 -0.282 0.213 -0.142
Si 12.748 9.415 20.173 -0.067 -0.021 0.264
Si 14.736 6.965 20.205 -0.032 0.124 0.197
Si 12.733 14.666 20.666 0.281 -0.229 0.035
Si 14.939 12.477 20.116 -0.114 -0.068 0.336
Si 14.364 15.986 25.417 -0.024 0.03 0.158
Si 3.573 3.291 22.633 -0.159 -0.025 0.101
Si 10.757 4.854 27.371 -0.045 0.125 0.143
Si 1.496 13.325 26.755 -0.249 -0.25 -0.305
Si 7.73 13.719 23.072 -0.018 0.093 0.181
Si 4.001 14.57 27.221 -0.061 -0.023 0.048
Si 14.831 3.377 29.084 -0.025 -0.063 -0.01
Si 4.115 10.093 25.382 0.017 0.045 0.382
Si 13.314 10.054 23.104 -0.01 -0.11 0.23
Si 4.283 10.083 22.255 0.133 -0.075 -0.121
Si 7.112 0.871 25.473 -0.091 0.04 0.08
Si 8.553 2.887 27.541 -0.039 -0.033 0.119
Si 1.766 2.08 24.671 0 0.095 0.308
Si 10.697 7.605 28.514 -0.09 0.038 0.088
Si 16.309 6.1 22.755 -0.13 0.116 0.116
Si 9.287 8.826 22.097 -0.197 -0.137 0.112
Si 16.343 0.293 22.983 0.007 -0.051 -0.018
Si 1.217 3.903 28.756 0.013 0.044 0.083
Si 5.663 5.531 22.627 0 0.097 -0.114
Si 16.394 9.071 23.166 -0.189 0.21 0.16
Si 6.154 7.937 28.997 -0.048 -0.035 -0.013
Si 15.523 14.881 27.909 0.143 -0.153 0.022
Si 2.446 12.998 29.316 0.153 -0.106 0.035
Si 9.216 0.1 23.322 -0.045 0.311 0.286
Si 13.675 5.075 26.923 0.081 0.08 0.122
Si 3.943 7.62 27.12 0.011 0.111 0.139
Si 9.785 10.05 27.198 -0.055 -0.037 -0.009
Si 1.249 10.952 25.412 -0.072 0.044 0.036
Si 9.186 14.333 27.957 0.046 0.099 0.036
Si 1.765 3.482 31.799 0.192 0.182 -0.126
Si 16.166 4.262 25.229 0.09 0.074 0.207
Si 4.094 3.762 28.223 0.018 -0.018 0.094
Si 11.843 15.259 23.611 0.025 -0.113 0.333
Si 11.977 12.265 24.364 0.23 -0.119 0.225
Si 13.061 14.468 29.134 -0.097 0.017 0.029
Si 4.28 1.245 26.514 0.012 0.015 0.043
Si 4.844 15.423 33.047 0.145 0.165 -0.291
Si 0.783 9.444 30.435 -0.029 -0.031 -0.015
Si 1.144 6.226 27.198 0.007 0.164 0.163
Si 14.071 0.694 28.017 -0.02 0.182 0.087
Si 2.841 11.114 31.561 -0.178 -0.098 -0.207
Si 4.449 4.754 31.317 0.065 -0.186 -0.042
Si 7.151 0.372 31.642 0.036 0.051 -0.196
Si 7.147 8.165 31.99 0.036 -0.161 -0.316
Si 6.475 6.898 25.339 0.064 0.137 0.231
Si 6.862 14.12 26.096 -0.064 0.096 0.239
Si 9.785 9.102 33.437 -0.173 -0.039 0.003
Si 6.939 9.616 26.434 -0.037 -0.094 0.129
Si 15.523 4.703 31.94 -0.065 0.08 -0.31
Si 13.804 7.826 28.151 -0.055 0.059 0.049
Si 11.177 3.669 32.653 -0.016 0.123 -0.093
Si 10.536 14.788 30.626 -0.036 0.135 -0.04
Si 10.791 9.619 24.453 0.255 -0.037 0.18
Si 8.998 0.498 29.299 -0.094 0.001 0.038
Si 0.341 12.251 31.227 0.072 -0.097 -0.17
Si 4.632 7.078 33.315 0.155 -0.172 -0.036
Si 1.861 15.413 33.667 0.058 -0.019 -0.311
Si 4.73 12.269 33.661 0.013 0.203 -0.255
Si 16.38 8.964 27.542 -0.021 0.104 0.176
Si 7.582 5.066 31.702 -0.052 -0.054 -0.162
Si 6.626 5.224 27.648 0.141 0.053 0.027
Si 10.234 5.266 30.251 -0.065 0.071 0.092
Si 8.443 2.679 33.048 -0.106 0.025 -0.277
Si 9.299 15.117 33.354 -0.047 0.005 0.025
Si 13.986 2.519 33.118 -0.051 0.186 -0.359
Si 0.041 1.105 33.038 -0.097 0.125 -0.422
Si 14.834 7.612 31.071 0.204 -0.028 -0.148
Si 12.94 9.116 32.991 0.105 -0.101 -0.304
Si 14.648 11.794 33.404 0.164 0.081 0.102
Si 11.416 12.686 27.249 -0.014 0.045 -0.074
O 1.735 16.086 35.165 -0.093 -0.005 0.047
O 16.184 1.261 34.648 0.089 0.182 0.189
O 3.742 1.841 35.319 0.018 -0.116 0.326
O 6.067 4.517 31.411 -0.038 0.127 -0.301
O 15.435 6.398 35.214 0.308 -0.113 -0.049
O 1.454 4.066 35.316 -0.143 0.237 0.493
O 3.374 7.82 34.068 -0.166 0.146 0.078
O 1.46 9.461 34.974 0.047 0.204 0.522
O 13.595 8.485 31.636 -0.33 -0.104 0.271
O 15.802 11.037 34.291 0.066 -0.251 -0.116
O 3.82 12.367 35.022 0.044 0.214 -0.074
O 1.885 13.848 34.128 -0.038 -0.286 -0.04
O 5.672 16.095 31.796 -0.27 -0.197 0.197
O 5.376 16.188 34.391 0.107 0.143 0.075
O 8.403 2.155 34.582 -0.085 -0.147 -0.001
O 6.645 3.998 35.352 0.499 0.196 0.292
O 4.205 6.281 31.914 -0.193 0.331 0.131
O 5.199 5.934 34.353 0.023 -0.015 0.139
O 9.326 7.999 34.59 -0.308 -0.114 0.176
O 10.033 10.531 34.211 0.179 0.054 0.317
O 7.23 9.528 35.295 -0.124 -0.029 0.001
O 6.056 11.492 34.181 0.06 -0.081 0.103
O 8.408 14.121 34.3 -0.27 -0.345 0.27
O 14.03 13.044 34.258 -0.097 0.148 0.223
O 8.087 4.269 33.022 0.208 0.071 0.193
O 10.271 16.074 34.275 -0.032 -0.054 0.287
O 14.971 1.416 32.36 -0.099 0.099 0.024
O 13.684 2.002 34.616 -0.082 -0.259 0.221
O 10.996 4.49 34.061 0.041 0.317 0.319
O 12.714 4.102 0.159 0.109 -0.01 0.358
O 13.524 8.306 34.289 -0.11 -0.301 0.009
O 15.376 12.512 32.085 -0.145 -0.039 0.179
O 9.858 12.542 35.703 -0.101 -0.02 0.019
O 11.305 8.858 32.817 -0.05 0.06 -0.154
O 14.681 14.114 29.113 0.057 -0.127 -0.209
O 12.36 14.861 35.215 0.26 -0.023 0.167
O 2.815 3.683 21.238 0.009 -0.219 0.091
O 2.517 3.269 23.86 0.036 0.068 0.054
O 5.451 16.391 21.133 0.16 0.096 0.145
O 4.161 1.815 22.263 0.136 -0.092 0.061
O 0.777 10.145 24.099 0.009 0.108 -0.284
O 15.918 11.358 20.928 0.083 -0.218 -0.568
O 3.57 8.882 21.365 -0.104 -0.235 -0.219
O 0.709 9.209 21.718 0.05 0.043 -0.064
O 2.383 13.755 21.285 0.266 -0.059 -0.339
O 0.432 15.519 21.938 -0.068 0.244 0.094
O 5.346 13.817 26.648 0.108 -0.01 -0.204
O 7.206 13.426 24.625 -0.066 -0.224 -0.408
O 6.868 4.918 21.742 -0.14 0.116 0.038
O 8.189 2.799 21.065 0.147 0.222 -0.334
O 12.931 15.97 28.441 -0.179 0.031 0.126
O 9.662 0.908 21.984 0.034 0.056 -0.203
O 5.784 10.323 21.643 0.086 0.239 0.022
O 7.747 8.664 21.583 0.162 -0.225 0.05
O 12.655 10.212 21.624 -0.221 0.213 -0.291
O 11.376 5.26 21.027 -0.24 0.166 -0.395
O 6.505 14.196 22.095 -0.15 -0.234 0.055
O 7.075 15.72 25.931 0.3 -0.043 -0.29
O 8.496 12.444 22.352 0.225 -0.097 -0.04
O 8.319 10.482 26.583 -0.075 0.216 -0.001
O 10.395 6.469 27.346 0.167 0.066 -0.262
O 13.444 3.082 21.173 0.085 -0.318 -0.647
O 15.383 1.348 22.153 -0.11 0.283 -0.197
O 1.314 0.94 23.595 -0.052 -0.102 0.002
O 9.996 7.395 21.747 -0.019 0.226 0.487
O 14.801 9.427 23.183 -0.078 -0.303 -0.052
O 13.668 8.133 20.655 -0.033 -0.092 -0.48
O 15.101 6.304 21.687 0.188 0.203 -0.297
O 14.033 0.897 26.377 -0.11 0.049 -0.134
O 10.633 16.246 24.109 0.036 0.008 -0.045
O 13.923 13.483 21.045 -0.232 0.333 -0.161
O 13.033 15.568 24.638 -0.035 -0.129 -0.075
O 2.831 1.503 25.779 -0.151 0.141 -0.216
O 15.531 16.172 24.3 0.228 -0.171 -0.012
O 4.728 4.311 23.145 -0.109 -0.176 0.123
O 0.38 2.742 25.263 -0.127 -0.107 0.125
O 6.339 6.376 23.829 -0.039 0.186 -0.341
O 0.721 12.512 25.564 0.087 -0.022 0.181
O 11.501 13.663 23.721 -0.055 0.082 -0.291
O 0.858 8.883 28.918 -0.006 0.01 -0.095
O 1.962 12.262 27.93 -0.029 0.054 0.106
O 0.609 14.387 27.606 0.002 -0.05 -0.085
O 8.02 0.922 24.101 0.17 0.12 -0.356
O 8.748 14.982 23.011 -0.042 -0.265 -0.153
O 7.868 1.848 26.517 -0.086 0.128 0.119
O 10.368 6.882 29.958 -0.13 0.046 0.059
O 3.475 9.016 26.437 0.044 0.157 -0.017
O 4.712 6.512 21.754 -0.263 -0.145 0.327
O 9.519 8.941 23.71 -0.222 0.156 -0.245
O 5.625 10.496 25.948 0.071 0.174 -0.36
O 2.889 11.179 25.376 0.228 0.21 0.176
O 3.587 11.56 22.062 0.031 -0.203 -0.019
O 9.011 15.955 27.967 -0.032 0.048 -0.212
O 3.499 14.167 28.768 -0.01 0.157 -0.15
O 12.321 12.405 25.944 -0.072 -0.215 -0.182
O 16.26 3.105 28.308 -0.094 -0.191 -0.145
O 0.853 5.184 26 0.055 0.149 -0.047
O 1.201 5.637 21.88 0.097 -0.037 -0.516
O 3.344 3.82 32.146 -0.185 0.084 0.308
O 9.664 3.807 26.76 0.053 0.084 -0.113
O 15.959 4.854 23.732 0.113 0.115 -0.389
O 14.69 4.324 25.911 -0.014 0.072 0.014
O 13.316 11.579 23.721 0.104 0.127 -0.247
O 12.278 9.104 23.981 0.089 0.109 -0.115
O 13.901 2.043 28.898 0.153 0.042 0.195
O 9.186 2.033 28.794 0.077 0.16 0.108
O 5.027 13.783 33.084 0.184 -0.266 -0.251
O 4.569 2.25 27.793 0.04 -0.105 -0.082
O 2.708 6.611 27.209 0.072 -0.198 0.133
O 4.158 4.355 29.753 0.147 0.04 -0.016
O 4.314 9.622 23.826 0.01 0.054 -0.4
O 0.17 7.492 23.594 0.117 0.011 0.158
O 7.431 3.909 28.142 -0.039 0.243 -0.152
O 2.287 9.621 31.1 0.197 0.143 0.302
O 2.786 14.15 26.198 0.094 0.153 -0.135
O 14.75 14.769 26.455 0.147 0.078 -0.194
O 7.845 13.635 27.332 0.053 0.061 -0.082
O 15.556 0.056 28.355 -0.09 0.074 0.18
O 10.179 16.378 30.316 -0.041 0.21 0.183
O 4.544 7.822 28.639 -0.131 0.054 0.165
O 6.761 6.42 28.775 -0.094 -0.132 -0.069
O 7.262 5.777 26.24 0.02 0.087 0.101
O 5.023 7.067 26.043 0.039 0.036 -0.258
O 6.572 8.48 30.474 0.054 -0.127 0.242
O 9.858 10.232 21.419 0.077 0.582 0.116
O 10.669 9.316 26.041 0.195 -0.095 -0.282
O 3.302 11.94 30.218 0.156 0.183 0.142
O 0.574 10.155 26.653 0.163 0.149 -0.137
O 12.278 15.477 22.053 0.272 -0.155 -0.332
O 12.165 14.569 30.507 -0.071 0.038 0.025
O 12.15 4.63 26.561 -0.176 -0.271 -0.336
O 7.189 8.369 25.391 -0.212 -0.021 -0.214
O 2.516 3.732 27.783 -0.129 0.183 -0.188
O 1.644 3.286 30.19 -0.127 -0.087 -0.084
O 0.748 4.728 32.155 0.099 -0.076 0.355
O 10.861 4.478 28.966 0.013 -0.211 0.039
O 9.705 8.905 28.369 0.084 -0.148 0.165
O 14.741 9.116 27.711 0.02 0.034 -0.216
O 10.712 11.24 24.188 -0.22 0.096 -0.211
O 9.648 13.921 29.502 0.073 -0.042 0.244
O 15.134 3.806 30.621 -0.064 -0.044 0.001
O 14.004 4.604 28.444 0.026 0.197 0.289
O 5.529 1.358 25.426 0.123 0.12 -0.265
O 4.25 16.165 27.177 0.262 -0.044 -0.034
O 3.246 15.75 32.866 -0.24 -0.14 0.225
O 10.557 11.381 27.728 0.033 -0.044 0.128
O 13.45 10.699 33.067 -0.218 -0.069 -0.049
O 0.831 5.511 28.658 0.171 0.002 -0.02
O 0.224 7.51 26.866 0.033 -0.086 0.011
O 12.427 13.165 28.402 0.049 -0.126 -0.051
O 0.596 15.973 32.769 0.191 -0.142 0.407
O 1.544 11.829 32.265 -0.044 0.069 0.146
O 1.08 13.377 30.23 0.053 0.123 0.208
O 5.065 4.787 27.408 -0.208 -0.025 0.007
O 11.132 4.857 31.534 -0.085 0.136 0.19
O 7.314 1.931 32.117 0.109 0.168 -0.014
O 7.667 6.633 32.046 0.19 0.104 0.201
O 5.812 8.191 32.966 -0.217 0.329 0.301
O 6.71 9.022 27.931 0.1 0.155 0.029
O 8.673 4.821 30.499 -0.053 -0.191 -0.002
O 7.552 0.292 30.059 -0.15 -0.107 0.058
O 4.082 11.216 32.583 0.295 -0.174 0.302
O 16.249 8.417 31.293 -0.125 -0.023 0.139
O 14.526 7.276 29.511 -0.009 -0.345 0.216
O 14.823 3.933 33.197 0.098 0.035 0.335
O 9.972 2.568 32.468 0.17 -0.239 -0.283
O 1.227 2.118 32.515 -0.174 -0.016 0.457
O 8.19 15.995 32.588 0.134 -0.115 0.321
O 12.238 8.175 28.46 -0.057 0.286 0.142
O 8.474 9.091 32.378 0.159 0.05 -0.004
O 12.555 2.817 32.4 0.134 -0.078 0.046
O 14.949 6.206 31.872 -0.004 0.038 0.249
O 10.391 13.921 26.933 0.087 0.069 -0.09
O 10.137 14.362 32.153 0.254 -0.139 0.258
O 13.827 6.701 26.959 0.139 -0.041 0.001
O 0.054 10.91 30.316 0.039 0.232 0.064
Si 0.012 16.364 5.533 -0.056 -0.114 -0.005
Si 2.769 2.762 5.564 -0.018 -0.021 0.059
Si 0.028 5.503 5.582 -0.016 0.039 0.034
Si 2.786 8.253 5.534 0.011 0.057 -0.061
Si 0.05 10.928 5.448 0.045 0.04 -0.081
Si 2.748 13.639 5.479 0.045 0.015 -0.061
Si 5.493 16.391 5.529 -0.01 0.071 -0.014
Si 8.215 2.743 5.55 0.011 0.008 -0.031
Si 5.531 5.503 5.525 0.015 0.004 -0.047
Si 8.258 8.205 5.483 0.036 0.024 -0.068
Si 5.476 10.964 5.476 0.005 -0.015 -0.047
Si 8.211 13.693 5.502 0.01 -0.015 0.02
Si 10.956 16.374 5.483 -0.011 -0.03 -0.05
Si 13.66 2.718 5.536 -0.111 0.001 0.013
Si 10.984 5.447 5.505 0.012 -0.028 -0.032
Si 13.736 8.193 5.515 0.075 -0.009 -0.01
Si 11.016 10.889 5.495 -0.046 0.024 0.018
Si 13.738 13.596 5.501 -0.066 0.022 -0.056
Si 1.377 1.368 6.88 0.008 0.059 -0.002
Si 4.153 4.137 6.896 0.026 -0.052 0.001
Si 1.407 6.891 6.903 -0.036 -0.028 0.018
Si 4.131 9.623 6.89 -0.033 0.011 0.04
Si 1.381 12.296 6.86 0.012 -0.027 -0.001
Si 4.1 15.027 6.864 0.01 0.001 -0.019
Si 6.846 1.37 6.898 0.003 0.005 -0.002
Si 9.599 4.11 6.892 -0.002 0.009 0.001
Si 6.895 6.862 6.884 -0.007 -0.033 0.006
Si 9.61 9.567 6.866 0.017 -0.004 -0.013
Si 6.843 12.319 6.857 0.027 -0.016 -0.008
Si 9.58 15.046 6.874 -0.008 -0.003 -0.01
Si 12.286 1.352 6.882 0.03 0.049 0.014
Si 15.04 4.105 6.891 0.058 -0.033 0.005
Si 12.342 6.834 6.872 0.011 -0.03 -0.007
Si 15.09 9.588 6.864 -0.035 -0.041 -0.022
Si 12.342 12.276 6.874 0.039 -0.025 0.009
Si 15.053 14.999 6.886 0.037 0.014 0.044
Si 0.012 2.74 8.243 -0.042 -0.02 0.001
Si 2.751 0.01 8.24 -0.01 0.013 0
Si 0.032 8.243 8.268 0.027 0.027 -0.005
Si 2.772 5.505 8.247 -0.03 -0.013 -0.014
Si 0.029 13.665 8.253 -0.015 0.035 -0.005
Si 2.748 10.968 8.258 -0.008 -0.009 0.004
Si 5.495 2.752 8.262 -0.012 0.013 0.013
Si 8.22 0.01 8.251 0.027 0.04 0.021
Si 5.506 8.236 8.231 0.021 0.028 -0.017
Si 8.236 5.481 8.259 -0.007 0.004 0.004
Si 5.476 13.681 8.238 -0.016 0.006 0.011
Si 8.225 10.951 8.212 0.001 0.005 0
Si 10.943 2.732 8.262 0 0.003 0
Si 13.673 16.39 8.23 -0.035 -0.028 -0.019
Si 10.964 8.198 8.242 -0.019 -0.014 0.009
Si 13.688 5.478 8.265 -0.019 0.013 -0.007
Si 10.955 13.666 8.218 -0.024 -0.018 -0.005
Si 13.707 10.935 8.249 -0.001 0.033 0.004
Si 1.39 4.124 9.59 0.012 0.002 0.004
Si 4.112 1.387 9.612 0.003 0.015 0.008
Si 1.387 9.613 9.638 -0.011 -0.007 -0.003
Si 4.139 6.872 9.607 -0.011 -0.013 -0.006
Si 1.378 15.063 9.612 0.017 -0.009 0.003
Si 4.104 12.344 9.624 -0.003 -0.015 -0.004
Si 6.861 4.118 9.627 0.018 -0.006 0.001
Si 9.567 1.379 9.631 -0.004 0.005 0.02
Si 6.858 9.605 9.598 -0.001 -0.028 -0.008
Si 9.591 6.849 9.626 0.01 -0.014 -0.003
Si 6.836 15.057 9.608 0.005 -0.013 -0.004
Si 9.571 12.325 9.589 0.008 -0.012 -0.006
Si 12.311 4.107 9.621 0.021 0.007 -0.004
Si 15.036 1.372 9.593 0.019 0.013 0.009
Si 12.315 9.583 9.611 0.011 -0.028 -0.017
Si 15.057 6.865 9.618 0.021 0 -0.013
Si 12.294 15.045 9.599 0.016 0.014 -0.005
Si 15.044 12.326 9.622 0.01 -0.042 -0.006

Results
total energy: -115452.455 eV
total energy less fixed offsets of O -438.35, Si -107.03 eV per atom: 13.885 eV
